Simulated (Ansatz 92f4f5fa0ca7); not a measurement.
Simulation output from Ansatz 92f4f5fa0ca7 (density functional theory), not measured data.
Periodic cell of 220 atoms, Si132O88, from a study of silicon, its oxide and their interface. The atomic structure is a simulated model.
This geometry differs little from another in the collection (a relaxation step or a small displacement).

Settings: functional r2SCAN; potential files Ansatz norm-conserving; basis plane waves; wave-function cutoff 1300 eV; density cutoff ratio 4; exchange-correlation grid ratio 1; k mesh 1 x 1 x 1, shifted by 0.5 0.5 0 of a step; self-consistency stop 1e-10 eV per atom in the density residual; occupations fixed; spin none; net charge 0.

Cell vectors (angstrom)
a  10.88  0  0
b  0  10.88  0
c  0  0  32.0585

Atoms and the computed forces on them: element, x, y, z (angstrom), force x, y, z (eV/angstrom)
Si  0.1692  -0.9547  -0.3535  0.0016  -0.0193  -0.0336
Si  2.7425  2.4125  0.0119  0.0057  -0.0017  -0.019
Si  1.0258  3.2142  -1.3246  -0.0049  0.0046  0.0043
Si  2.0802  7.6458  -0.0974  -0.0011  0.0033  -0.0182
Si  4.658  0.0818  -0.2501  0.0019  -0.0058  -0.0165
Si  8.4639  4.1431  0.4993  -0.0181  -0.0037  -0.0102
Si  4.7926  6.2266  -0.6799  -0.0027  0.0122  -0.0154
Si  7.9  8.1058  -0.1833  -0.0039  0.0108  -0.0099
Si  1.5469  1.2173  1.5536  -0.0036  -0.0019  -0.002
Si  3.9359  3.9919  1.1856  0.0119  0.0043  -0.011
Si  0.9118  6.2166  1.2796  -0.0033  -0.0116  0.0016
Si  3.8721  9.6406  1.5196  -0.0116  -0.0038  0.0002
Si  6.9028  1.5232  1.3552  0.0027  -0.0006  -0.0154
Si  10.7656  4.1388  0.6259  0.0132  -0.0057  -0.0035
Si  6.3373  6.9537  1.0586  -0.0014  -0.0092  0.0098
Si  9.3605  9.3522  1.1312  -0.0152  0.0013  0.0106
Si  0.1212  2.7304  2.5432  -0.0029  0.0018  -0.0051
Si  2.7318  0.0024  3.0476  -0.0022  -0.0086  0.006
Si  -0.1804  7.9538  2.5223  0.0059  0.0118  -0.0111
Si  2.6932  5.409  2.5977  0.0016  0.0065  -0.0026
Si  5.35  2.7291  2.6336  -0.0079  -0.002  -0.0019
Si  8.2491  0.0282  2.5408  0.0069  -0.0158  -0.0044
Si  5.3909  8.3253  2.6505  0.005  -0.002  0.0066
Si  7.7481  5.4726  2.3513  0.0001  0.0059  0.0004
Si  1.4382  4.0158  4.0043  0.0012  -0.0041  -0.0002
Si  4.1406  1.4109  4.1626  0.0047  0.0042  -0.0025
Si  1.2087  9.3648  3.9663  0.0018  0.0012  -0.0063
Si  4.0316  6.8517  3.9185  -0.0002  0.0022  -0.0026
Si  6.6866  4.1063  3.9422  0.0072  -0.0027  -0.0018
Si  9.5347  1.435  3.8874  0.0037  0.0025  0.0029
Si  6.8707  9.5845  3.9494  0.0044  0.0055  -0.0057
Si  9.3176  6.6623  3.8416  -0.0035  -0.0082  0.0024
Si  -0.0465  -0.0009  5.2614  -0.0017  0.0021  -0.0033
Si  2.7321  2.723  5.452  -0.0031  -0.0037  -0.0012
Si  -0.0536  5.3845  5.2317  -0.0008  0.0046  0.0016
Si  2.6538  8.1083  5.3266  0.001  -0.0002  0.0031
Si  5.5198  0.0006  5.3871  0.0004  -0.005  -0.001
Si  8.1297  2.7454  5.2592  0.0001  -0.004  -0.002
Si  5.3753  5.4785  5.3023  -0.0043  -0.0006  0.0001
Si  8.1501  8.1355  5.279  0.0072  0.0045  -0.0006
Si  1.3406  1.2868  6.6709  0.0031  -0.0015  0.0009
Si  4.0894  4.1139  6.7277  0.0047  -0.0003  0.0009
Si  1.3145  6.7381  6.666  -0.0043  -0.0072  0.0034
Si  4.0751  9.4857  6.6341  0.0006  0.0024  -0.0016
Si  6.8557  1.3828  6.714  0.0066  -0.0011  -0.0007
Si  9.5224  4.0415  6.6403  0.0006  0.0032  0.0043
Si  6.7792  6.8139  6.6325  0.0047  -0.0034  0.0015
Si  9.5118  9.5234  6.6511  -0.0026  -0.0027  0.0042
Si  -0.0063  2.6654  8.0146  0.0002  -0.0012  -0.0026
Si  2.7228  -0.0577  8.0019  0.0016  -0.0063  0.0017
Si  0.0268  8.1841  8.006  -0.0006  -0.0045  0.002
Si  2.7094  5.4204  8.0723  0.0032  0.0077  0.0046
Si  5.4784  2.7506  8.0455  -0.0026  -0.005  -0.0001
Si  8.1924  -0.0062  8.0694  -0.0007  0.0024  -0.0001
Si  5.4441  8.1522  8.0073  -0.0019  0.003  0.002
Si  8.1897  5.4714  7.9548  -0.0012  -0.0007  -0.0016
Si  1.3726  3.9961  9.3827  -0.0024  -0.0036  -0.0005
Si  4.0907  1.3123  9.303  -0.0014  0.0031  -0.0029
Si  1.4227  9.4673  9.4244  0.008  -0.0023  0.0005
Si  4.1216  6.7958  9.3824  0.0007  -0.0047  -0.0045
Si  6.8517  4.1593  9.3494  -0.0047  0.0012  -0.0014
Si  9.553  1.3465  9.4487  -0.0062  0.0015  -0.0017
Si  6.8201  9.4839  9.3822  0.0024  -0.0014  -0.0002
Si  9.5445  6.8243  9.3315  -0.0055  -0.0046  0.0025
Si  0.0726  -0.0377  10.7835  0.0071  0.0043  -0.0029
Si  2.7785  2.6236  10.7172  0.0077  0.0025  0.0028
Si  0.035  5.4461  10.65  0.0032  0.0004  0.0006
Si  2.8017  8.0859  10.7949  -0.0025  -0.0071  -0.002
Si  5.4111  -0.0489  10.6718  0.0018  0.0005  0.0034
Si  8.1875  2.8316  10.7134  0.0023  -0.0071  0.0044
Si  5.5407  5.5117  10.7627  -0.0061  0.0106  0.0049
Si  8.196  8.126  10.7585  -0.0093  -0.0048  -0.0053
Si  1.4522  1.2978  12.1591  0.0022  0.0012  0.0076
Si  4.2081  4.0196  11.9494  0.0021  -0.0097  -0.0073
Si  1.5456  6.5357  12.0672  0.0125  0.0044  0.0023
Si  4.1891  9.4344  12.1399  0.0065  -0.0054  0.004
Si  6.7056  1.4507  11.8917  -0.0094  0.0013  0.0063
Si  9.5616  4.2316  12.0761  -0.0075  -0.0037  0.0056
Si  6.9185  6.804  12.256  -0.0027  -0.0039  0.0049
Si  9.5354  9.5004  12.1043  -0.0036  0.0031  0.0084
Si  0.1  2.8703  13.2858  0.0064  0.0119  -0.0075
Si  2.7602  -0.1932  13.49  -0.0022  -0.0017  0.006
Si  0.5461  7.5727  13.8463  -0.0006  -0.0155  -0.0079
Si  2.8221  5.0806  13.4434  0.0411  0.0538  0.0547
Si  5.5609  2.8355  13.3994  -0.0162  -0.0026  0.0031
Si  8.1678  0.2069  13.1054  -0.0004  -0.0038  -0.0049
Si  5.711  8.2958  13.6171  0.0021  0.0106  -0.005
Si  8.3349  5.5192  13.6788  0.0203  0.0146  -0.0101
Si  1.3159  4.0104  14.9134  0.0085  -0.0128  0.0055
Si  4.1388  0.8054  15.0463  0.0055  -0.0087  0.0089
Si  1.9482  9.0261  14.9741  0.0138  0.0026  0.0052
Si  4.4105  7.2142  15.2544  -0.0353  -0.0327  -0.0071
Si  7.2134  3.7884  14.7317  0.0063  0.0129  0.0298
Si  9.3869  1.6742  14.3862  0.0059  -0.0043  0.0179
Si  6.8196  10.0975  14.6558  -0.0107  -0.0021  -0.0031
Si  11.313  6.029  15.7711  -0.0134  0.0228  0.0026
Si  6.5313  8.849  18.8037  0.0003  0.0085  -0.0105
Si  -2.6465  -1.5112  16.3334  0.0166  0.0046  0.0008
Si  1.4374  6.6012  18.7733  -0.0118  0.0181  -0.02
Si  2.1366  1.7763  17.1375  -0.0088  -0.008  0.0181
Si  -0.4954  -4.937  24.8987  -0.0059  0.0076  0.0006
Si  5.6277  5.092  17.2007  -0.0008  0.0035  -0.0152
Si  7.2469  -12.1697  24.3388  -0.0019  -0.0029  0.0102
Si  -0.0607  10.7757  16.5987  0.0054  -0.0042  0.0172
Si  7.8231  -4.6733  18.8407  0.0071  -0.0224  0.0076
Si  3.8952  7.8491  19.8913  0.0023  -0.0049  -0.019
Si  5.7993  -2.2576  26.8662  0.0094  -0.0014  0.0008
Si  10.1351  0.6245  27.0414  0.0165  -0.0126  -0.0045
Si  3.2409  5.1291  20.4781  0.0184  -0.007  0.0125
Si  10.0607  -0.7548  24.5362  0.0088  0.007  0.0042
Si  5.3672  0.5896  22.7393  0.0185  0.02  0.0284
Si  -0.8531  6.0435  20.7696  -0.0063  -0.0014  -0.0032
Si  -1.7721  6.4744  15.8659  -0.0076  -0.0026  0.01
Si  12.6635  10.6666  23.5754  -0.016  -0.0019  -0.0177
Si  9.0247  7.6458  23.2564  0.0018  -0.0077  -0.0157
Si  4.2082  13.8754  18.8608  -0.0084  0.0028  -0.0078
Si  4.9069  2.5492  25.017  0.0325  0.019  -0.0175
Si  2.475  4.0276  25.1675  -0.0136  0.0104  -0.0009
Si  -7.1687  -0.5652  21.5319  -0.0358  -0.0062  -0.0005
Si  1.1638  5.0423  22.7258  -0.0017  -0.0021  -0.0082
Si  1.5001  6.5709  26.8436  0.0093  0.0196  0.0239
Si  2.8469  9.3056  26.0192  -0.0029  -0.0186  0.0122
Si  5.6405  0.655  19.9194  0.0207  0.0097  -0.0161
Si  11.424  4.7622  28.9647  0.0165  0.0044  0.0168
Si  7.9716  12.077  28.8539  -0.0166  -0.0008  0.0233
Si  -0.1841  1.4049  29.7392  0.0008  -0.0145  0.0078
Si  3.0268  1.3613  25.7382  -0.0276  -0.0121  0.0248
Si  20.7607  -7.361  26.5175  0.0012  0.0001  -0.0037
Si  -4.0098  14.2877  27.2067  -0.0058  0.011  0.0151
Si  6.3044  9.8181  29.751  -0.0063  -0.0074  0.0051
Si  6.2155  6.0348  28.5094  -0.0146  0.0045  0.0009
Si  8.7039  5.8681  30.1803  0.0117  0.0059  -0.0037
O  -0.3317  -0.0381  -1.5821  0.0086  0.0201  0.006
O  1.07  -0.0091  0.5763  0.0087  0.0053  0.0088
O  4.6299  4.6986  -0.1514  -0.0115  -0.0023  0.013
O  -0.017  6.6978  -5.8073  0.0091  -0.0233  -0.0191
O  -0.7375  5.4481  -2.4086  -0.0084  -0.0112  -0.0082
O  -6.8176  3.9393  -7.2296  0.0022  -0.0182  0.0033
O  1.0997  8.6828  -0.9195  0.0038  0.0053  0.0158
O  3.3455  6.9827  -0.8879  0.0034  -0.0046  0.0195
O  3.7664  1.3507  -0.7252  -0.01  0.0087  0.0218
O  6.2688  2.8784  -6.2458  -0.0186  -0.0007  -0.0003
O  5.8029  -3.7898  -4.6954  0.0064  0.0145  0.0106
O  2.7439  8.5349  1.0782  0.0167  0.0117  -0.0081
O  7.7707  6.2258  -3.1401  -0.0104  -0.0124  0.0136
O  7.965  4.7388  -0.9592  0.0202  0.0171  -0.0035
O  8.999  7.1198  -0.8964  -0.0154  -0.0095  -0.009
O  7.8393  13.5135  0.5904  -0.0017  0.0017  0.0064
O  3.7713  5.985  14.4283  -0.0236  0.0073  -0.0343
O  -5.3134  0.0737  15.3257  -0.0045  0.0065  -0.0205
O  6.62  10.3667  19.364  -0.0274  -0.0055  0.0048
O  -0.5502  0.7684  15.346  -0.0186  0.0049  -0.0067
O  3.2522  8.2954  15.6819  -0.0108  -0.0165  -0.0254
O  2.4488  7.8233  19.142  0.0159  -0.0154  0.0178
O  1.1623  17.4055  17.1827  -0.0004  -0.0123  0.0001
O  6.4598  5.3944  18.5576  0.0125  0.0101  -0.0105
O  8.3248  2.6475  15.1966  -0.0011  0.0025  -0.0076
O  6.543  4.3464  16.1057  -0.0061  -0.0008  -0.0004
O  8.5259  -4.6529  17.3732  -0.0292  0.0158  0.0254
O  11.8386  -1.275  16.145  -0.0048  0.0169  -0.0109
O  3.2807  11.7454  16.4227  -0.0074  0.0185  -0.0014
O  5.4733  12.8437  18.975  -0.0153  -0.0152  0.0186
O  15.358  13.1907  14.5429  0.0077  -0.0085  -0.0117
O  8.9355  8.0793  15.6497  -0.0177  -0.0208  0.0152
O  -0.6239  8.6235  13.2945  0.0238  -0.0135  0.0131
O  5.06  6.4893  16.5731  -0.0057  -0.0242  -0.0102
O  4.4708  4.0701  17.6724  0.0104  -0.0068  0.0192
O  -3.8531  -1.9864  17.2866  0.0185  0.0036  0.0159
O  -1.4494  10.1382  17.1812  -0.0158  -0.0198  -0.0186
O  0.8124  11.7845  17.5263  0.009  -0.0015  -0.0201
O  2.7945  2.2983  18.5065  0.0268  0.0082  -0.0084
O  1.7622  2.9939  16.1287  -0.0018  -0.0058  -0.0051
O  3.8966  -2.1598  21.2568  -0.0028  0.0189  -0.0158
O  9.9885  1.9601  26.1332  -0.0005  0.0002  0.0168
O  10.1298  -2.251  23.9404  -0.0263  0.0178  0.0019
O  2.148  5.2271  19.2715  0.0065  0.0129  0.0203
O  4.4252  8.9769  26.1012  -0.0043  0.0014  0.0153
O  10.8363  -5.9908  21.6142  0.0133  0.0272  0.0089
O  4.989  -2.4687  18.8599  0.0061  -0.0007  0.0246
O  4.2924  6.3393  20.3078  -0.0203  0.0093  -0.0043
O  2.504  5.3703  21.893  -0.0073  -0.0089  -0.0191
O  -1.9243  -4.4688  24.309  0.0193  0.006  -0.0084
O  0.0922  -4.1081  19.6648  0.0159  -0.0132  -0.005
O  8.6789  0.3072  27.6892  0.0074  0.0204  0.0103
O  8.5192  10.6008  24.4506  0.0039  -0.0228  -0.0005
O  -0.6293  4.3669  25.2076  0.0022  0.0212  0.0191
O  7.4748  -3.1924  19.4571  -0.0069  -0.0031  -0.0142
O  11.4968  -4.68  23.7278  -0.0125  -0.017  0.0048
O  8.7663  -5.4239  19.928  -0.0095  0.0133  -0.0106
O  5.2613  1.9901  23.5404  0.0029  -0.0284  0.0054
O  4.0065  3.7196  20.3074  -0.0075  0.0161  -0.0133
O  6.9603  -1.9554  25.7834  -0.0132  0.0114  -0.019
O  2.1433  8.0637  26.8077  0.0008  -0.0024  -0.0212
O  9.4631  -3.7101  21.7903  0.0015  -0.0089  0.0231
O  4.094  0.1349  20.1014  0.0049  -0.0082  0.0095
O  13.1306  5.4428  25.9313  -0.0142  -0.012  -0.0004
O  16.9153  -1.3738  28.1981  0.0024  -0.0131  0.0019
O  11.1861  11.833  28.2339  -0.0284  0.0031  0.0012
O  12.354  5.9724  28.3643  -0.0138  -0.014  -0.0179
O  -3.2673  8.4304  23.2542  0.0173  0.0112  0.0195
O  19.2645  3.9096  26.9824  0.0053  -0.0204  -0.0088
O  2.5838  1.0373  24.1919  -0.0063  -0.0104  0.0213
O  1.6273  3.885  23.772  0.0072  0.0229  0.0052
O  6.0009  -0.4569  23.8034  0.0001  0.0227  -0.0223
O  2.7158  -0.019  26.5862  0.0089  0.0143  -0.0296
O  4.8794  -0.8066  30.4666  0.0213  0.0132  0.0081
O  5.9791  -6.2957  27.8456  0.0218  -0.0046  -0.0093
O  5.3531  6.1965  29.8602  0.014  -0.002  -0.0053
O  0.2031  0.0974  23.6355  0.0184  -0.0194  0.0164
O  2.2493  -1.5013  24.4949  -0.0073  0.0254  -0.0026
O  2.1769  10.496  22.0226  0.0221  -0.0004  0.0154
O  2.1486  2.7145  26.1189  0.0079  -0.0064  -0.013
O  -4.6426  11.8559  21.4023  -0.0155  -0.0039  0.0022
O  7.2352  0.2375  29.8836  -0.0017  -0.0014  -0.026
O  17.9593  8.6801  30.5795  0.0047  0.0038  0.007
O  6.8625  13.0683  28.2585  0.0261  0.0016  -0.0076
O  9.1709  12.8936  29.59  0.0098  -0.0217  -0.017
O  -0.3233  10.2684  26.0862  -0.0142  0.0181  -0.0226
O  6.1074  0.6242  32.3134  -0.0177  -0.0017  0.0043
O  10.9097  3.8791  27.7082  -0.0143  0.006  -0.0122

Results
free energy: -56394.486 eV
free energy less fixed offsets of O -463.61, Si -117.95 eV per atom: -27.406 eV

The program warned: the exchange-correlation potential is rough where the density is thin.
